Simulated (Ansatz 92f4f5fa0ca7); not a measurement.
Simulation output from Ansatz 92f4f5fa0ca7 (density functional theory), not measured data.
Periodic cell of 240 atoms, Si147O87H6, from a study of silicon, its oxide and their interface. The atomic structure is a simulated model.
Doubt: the cutoff is far below the 930 eV that the study's wrapper takes by default for these files, so forces and energies are approximate.
This geometry differs little from another in the collection (a relaxation step or a small displacement).

Settings
functional: PBE
potential files: Ansatz PAW
basis: plane waves
wave-function cutoff: 580 eV
density cutoff ratio: 5
exchange-correlation grid ratio: 1
k mesh: 1 x 1 x 1, Gamma-centred
self-consistency stop: 5e-08 eV per atom in the density residual
occupations: fixed
spin: none
net charge: 0

Cell vectors (angstrom)
a  11.6015  0  0
b  0  10.938  0
c  0  0  33.0385

Atoms and the computed forces on them: element, x, y, z (angstrom), force x, y, z (eV/angstrom)
Si  0.1268  -0.0823  24.2807  -0.0011  -0.0142  0.0609
Si  4.0272  0.0443  24.2826  0.011  -0.1779  -0.2996
Si  7.8665  -0.0098  24.4559  0.018  0.0363  -0.0505
Si  2.0394  1.3063  24.3295  -0.0344  0.1948  -0.2959
Si  5.9901  1.3887  24.2769  -0.0709  -0.0355  0.002
Si  9.8251  1.2935  24.4562  0.0488  0.214  -0.2848
Si  -0.0064  5.4545  24.3213  0.0306  0.0609  0.0551
Si  4.0554  5.6454  24.3924  0.0004  0.017  0.0257
Si  7.8727  5.1724  24.5195  -0.0199  0.1068  -0.0043
Si  1.9926  6.7752  24.404  -0.0565  -0.0234  0.0422
Si  6.0943  6.7596  24.5781  0.0204  -0.1132  -0.0088
Si  9.6106  6.7389  24.4373  0.0361  -0.0398  0.035
Si  1.991  2.7206  26.2354  -0.0094  -0.0015  -0.0247
Si  5.8627  2.6596  26.2836  -0.0242  -0.0353  -0.0389
Si  9.7748  2.6546  26.3797  -0.0397  -0.0803  -0.0198
Si  0.0415  4.0808  26.2792  0.0346  0.0579  -0.0796
Si  3.9596  4.0468  26.1868  -0.035  0.062  -0.0577
Si  7.8119  3.9351  26.4508  0.0184  0.0487  -0.0152
Si  2.0048  8.2475  26.2548  0.0521  -0.0775  -0.0346
Si  5.9183  8.2156  26.4057  -0.0963  -0.0365  -0.0295
Si  9.7286  8.1731  26.3315  0.0234  -0.0665  -0.0553
Si  0.0605  9.5414  26.2567  -0.058  0.082  -0.0615
Si  3.9783  9.5809  26.2267  0.0156  0.0371  -0.0144
Si  7.8268  9.5675  26.3803  0.0383  0.058  0.0072
Si  0.0603  -0.0187  28.1955  0.0181  -0.054  0.0194
Si  3.8963  -0.02  28.1922  -0.029  -0.0522  -0.0266
Si  7.7825  0.0259  28.2573  -0.0016  -0.0566  -0.013
Si  1.975  1.3686  28.1896  0.0344  0.0419  0.001
Si  5.8203  1.3272  28.22  -0.0012  0.0419  0.0469
Si  9.7407  1.3164  28.2798  0.0014  0.0694  -0.0319
Si  0.0623  5.4685  28.197  0.0073  -0.034  0.0414
Si  3.9018  5.4388  28.154  0.0344  -0.075  0.0236
Si  7.78  5.4699  28.2391  -0.0061  -0.0637  0.0022
Si  1.9948  6.8344  28.1783  -0.0167  0.0684  0.0008
Si  5.8304  6.7957  28.2575  -0.0029  0.0408  0.0145
Si  9.7226  6.8024  28.2402  0.0035  0.0731  -0.0102
Si  1.9336  2.7345  30.1393  0.0401  -0.0282  -0.044
Si  5.8008  2.7345  30.1393  -0.0141  -0.0069  -0.0651
Si  9.6679  2.7345  30.1393  0.0848  0.0707  0.2362
Si  0  4.1018  30.1393  0.0926  -0.018  -0.0473
Si  3.8672  4.1018  30.1393  0.0013  -0.0178  -0.2251
Si  7.7343  4.1018  30.1393  0.0325  -0.0846  0.1782
Si  1.9336  8.2035  30.1393  0.0724  -0.0632  -0.0726
Si  5.8008  8.2035  30.1393  -0.0112  -0.0473  0.214
Si  9.6679  8.2035  30.1393  0.0526  0.0161  0.0994
Si  0  9.5708  30.1393  0.1242  -0.1074  -0.0596
Si  3.8672  9.5708  30.1393  -0.0311  -0.0649  -0.0588
Si  7.7343  9.5708  30.1393  0.0194  -0.0969  0.1547
Si  0  0  32.0729  -0.0004  0.0635  0.0097
Si  3.8672  0  32.0729  0.0077  0.0425  -0.0086
Si  7.7343  0  32.0729  -0.0011  -0.0199  0.0298
Si  1.9336  1.3673  32.0729  -0.0031  -0.0652  -0.0147
Si  5.8008  1.3673  32.0729  0.0043  -0.0448  -0.0133
Si  9.6679  1.3673  32.0729  0.0101  0.0121  0.0183
Si  0  5.469  32.0729  0.011  0.0669  0.01
Si  3.8672  5.469  32.0729  -0.012  0.0544  -0.0425
Si  7.7343  5.469  32.0729  -0.0081  -0.0094  0.0273
Si  1.9336  6.8362  32.0729  -0.0001  -0.107  -0.0152
Si  5.8008  6.8362  32.0729  -0.0106  0.0375  0.0125
Si  9.6679  6.8362  32.0729  0.0045  -0.0495  0.0228
Si  1.9336  2.7345  0.9679  -0.0757  0.036  0.1029
Si  5.8008  2.7345  0.9679  -0.0718  0.0563  0.0511
Si  9.6679  2.7345  0.9679  -0.0084  0.0473  0.018
Si  0  4.1018  0.9679  -0.044  0.0704  0.0701
Si  3.8672  4.1018  0.9679  -0.0362  0.0356  -0.1219
Si  7.7343  4.1018  0.9679  0.0062  0.0216  -0.0439
Si  1.9336  8.2035  0.9679  -0.0598  0.0748  0.0779
Si  5.8008  8.2035  0.9679  0.0188  0.0647  -0.068
Si  9.6679  8.2035  0.9679  -0.0349  0.064  0.1211
Si  0  9.5708  0.9679  -0.0078  0.0058  -0.0065
Si  3.8672  9.5708  0.9679  -0.1041  0.0269  -0.0006
Si  7.7343  9.5708  0.9679  -0.0417  0.0374  -0.0855
Si  -0.0511  0.0037  2.9037  0.0156  -0.0663  0.0061
Si  3.7983  0.022  2.8916  -0.0274  -0.0596  0.0048
Si  7.6888  0.0428  2.8655  -0.0074  -0.0581  0.0054
Si  1.8662  1.3979  2.9319  -0.0046  0.053  0.0139
Si  5.7346  1.3623  2.8971  -0.0018  0.0611  -0.004
Si  9.6348  1.367  2.8948  -0.0065  0.0678  0.0026
Si  -0.0436  5.5007  2.9036  0.0055  -0.0759  0.0038
Si  3.8258  5.5169  2.86  0.0123  -0.0923  0.013
Si  7.7059  5.4875  2.8838  -0.0014  -0.0589  0.0058
Si  1.8881  6.8599  2.9265  -0.0071  0.0687  -0.0209
Si  5.7771  6.8418  2.8848  -0.0119  0.0519  -0.0158
Si  9.6254  6.8551  2.9232  0.0045  0.0556  0.0006
Si  1.8487  2.8208  4.8651  0.0221  -0.0487  -0.0082
Si  5.7122  2.767  4.8032  -0.0489  -0.0928  0.0195
Si  9.6196  2.7421  4.8233  0.0092  -0.0685  0.0317
Si  -0.1176  4.1893  4.8712  -0.007  0.0522  0.0115
Si  3.7995  4.1626  4.7686  -0.004  0.0657  0.0259
Si  7.6625  4.047  4.7511  0.0536  0.0547  -0.0006
Si  1.8502  8.249  4.8692  0.0178  -0.0577  0.0132
Si  5.7574  8.2564  4.7748  -0.0081  -0.0219  -0.0027
Si  9.5463  8.2295  4.8739  0.0728  -0.0756  0.0523
Si  -0.091  9.5766  4.8415  -0.0442  0.0721  -0.0065
Si  3.8149  9.5849  4.8082  0.0208  0.0401  0.0153
Si  7.6817  9.6545  4.7966  -0.024  0.0442  -0.0157
Si  -0.0218  0.0386  6.746  0.0244  0.0357  -0.032
Si  3.8784  0.0327  6.7175  0.0204  0.0217  -0.0281
Si  7.7101  0.1254  6.7249  0.0174  0.0704  0.0377
Si  1.9425  1.3556  6.7365  -0.0241  -0.037  -0.0098
Si  5.7695  1.4496  6.7749  -0.0093  -0.0326  -0.0467
Si  9.6956  1.4476  6.8195  -0.0111  -0.0102  -0.0362
Si  -0.3003  5.6283  6.8211  -0.0135  0.0705  -0.018
Si  3.7131  5.5735  6.6683  -0.0273  0.0486  -0.0269
Si  7.4894  5.3398  6.678  0.023  0.0925  0.017
Si  1.7304  6.8515  6.7936  0.0162  -0.0588  -0.0143
Si  5.7125  6.8728  6.6789  -0.0296  -0.1017  0.0213
Si  9.2663  6.8882  6.8602  0.0086  -0.0524  -0.0592
O  8.7715  7.762  8.2286  -0.0539  0.0658  0.0392
O  2.0492  2.251  8.1352  -0.0036  0.0166  0.0321
O  6.0551  7.8403  8.0112  0.0202  0.0314  -0.0137
O  7.3795  4.4266  8.0825  -0.0229  -0.0253  0.0027
O  5.7475  2.3095  8.2115  0.0226  0.043  0.0284
O  7.5707  10.112  8.0759  -0.0067  -0.0407  -0.027
O  11.2817  4.7044  8.2006  -0.0062  -0.0333  0.0082
O  1.7582  7.6816  8.2511  -0.0012  0.0227  0.0403
O  9.5852  4.1768  10.2188  -0.0055  0.0171  -0.0241
O  9.1512  7.6487  23.1048  -0.038  0.0176  0.0058
O  8.0239  4.1916  23.1679  -0.0217  -0.0578  -0.0323
O  7.8723  9.9876  23.0768  -0.0002  -0.0053  0.0343
O  2.1995  7.3347  22.8086  0.0473  -0.0342  -0.0113
O  4.1296  5.4665  22.6967  -0.0238  0.0239  -0.0538
O  0.1374  9.8926  22.9008  -0.0001  -0.0135  -0.0554
O  6.1601  2.3171  22.8826  0.0392  0.0193  -0.0128
O  11.4978  4.4801  22.9454  0.0098  -0.0438  -0.0929
O  6.4052  7.7417  23.2586  0.024  0.0382  0.003
Si  9.0655  11.919  20.4497  -0.0141  0.0011  -0.0332
Si  6.4202  3.5313  9.0647  0.0008  -0.0201  -0.0162
Si  13.35  2.4964  9.7086  -0.025  0.0274  0.0013
Si  -2.7376  7.4131  15.3406  -0.0043  -0.0178  0.0121
Si  0.9905  3.0636  19.0966  -0.003  -0.0016  -0.0133
Si  -0.4305  -3.6085  19.8194  0.0061  -0.0214  -0.0369
Si  7.3862  8.5917  8.6244  0.0366  -0.0209  -0.0034
Si  -4.2651  5.9126  13.0753  0.0044  -0.0148  0.0225
Si  5.94  11.2566  16.3193  0.0034  -0.0168  0.0126
Si  7.7718  8.4133  22.6627  -0.0041  -0.0144  -0.0039
Si  7.3216  3.1774  22.086  -0.0121  0.0017  0.0228
Si  14.5634  6.2356  21.8259  0.0075  -0.0077  0.0168
Si  11.9433  4.8509  21.4142  -0.0067  -0.0004  0.005
Si  11.8844  7.9913  15.0204  -0.0133  0.0049  -0.0074
Si  1.9711  11.1145  19.3085  0.0064  0.0088  -0.0139
Si  4.4933  9.8052  18.6115  -0.0004  -0.0091  0.0066
Si  -1.0182  3.5431  9.0983  0.0213  -0.0263  0.0042
Si  1.5125  0.7458  12.1119  0.0157  -0.0147  0.016
Si  8.5213  3.486  11.2524  -0.0094  0.0049  0.03
Si  -1.4021  12.251  13.0113  -0.0116  0.0174  0.012
Si  3.6602  4.5989  18.0914  0.0007  0.0162  -0.0072
Si  8.3857  7.0417  18.3137  0.0114  0.0225  -0.0065
Si  3.3709  -1.7968  11.8156  0.0089  0.0007  0.0482
Si  0.6005  -0.0286  16.4533  -0.0091  0.0012  0.0205
Si  2.2518  -3.435  9.7843  -0.0109  -0.0022  -0.0193
Si  3.8597  4.8088  10.4465  -0.0123  -0.0074  0.0164
Si  1.7783  5.4278  14.4997  0.004  -0.0055  -0.0081
Si  7.2837  9.3467  19.8366  -0.0024  -0.0057  -0.0586
Si  6.5885  -6.3626  19.3847  0.0132  -0.0109  -0.044
Si  1.266  7.241  12.4271  0.0145  0.0047  -0.0006
Si  0.9477  2.3772  14.4805  -0.0058  0.0054  0.0101
Si  -0.1264  10.0481  21.2882  0.0007  -0.0142  0.0082
Si  4.5592  4.8229  13.5954  0.0103  0.0148  -0.0136
Si  -3.654  -0.7453  14.1029  0.0048  -0.0238  -0.0035
Si  2.7052  7.2647  18.9847  -0.0093  -0.0008  -0.0117
Si  7.5324  2.6185  17.1304  0.0095  0.0254  0.0071
Si  10.2664  1.8861  17.6088  0.0118  0.0109  -0.0107
Si  5.0047  2.9744  15.7082  -0.0006  0.0177  0.0027
Si  6.5607  8.6811  11.7222  -0.0034  -0.0038  0.0424
O  -0.0003  2.8288  17.8052  -0.0054  -0.0033  0.0087
O  -4.2009  5.9717  19.0819  -0.005  -0.0096  0.0179
O  12.8773  1.2003  15.5895  0.0101  0.0001  -0.0046
O  3.2938  6.2483  9.9227  0.0178  -0.0355  -0.0118
O  8.2418  6.7787  16.7081  0.0083  0.0004  -0.0189
O  6.6792  4.1456  20.9491  -0.0106  0.0176  -0.0134
O  0.2593  8.1341  13.37  -0.0079  0.0035  -0.0036
O  0.1835  2.8597  9.9509  0.0253  -0.0153  -0.0452
O  10.4599  7.4795  15.5715  -0.0022  0.0013  -0.0049
O  5.2387  4.4853  9.6529  -0.0156  0.0131  -0.012
O  5.2038  -0.8744  17.152  0.0067  0.0128  -0.0176
O  9.7991  2.4432  8.1658  0.0192  0.0367  0.0122
O  4.6457  3.2866  14.1536  -0.0041  -0.011  0.0009
O  -1.9889  1.6109  19.0623  -0.0055  -0.0045  0.0175
O  -0.9146  0.4841  16.8565  0.0147  -0.0146  -0.0056
O  3.4026  6.984  20.4534  -0.0033  0.0114  -0.0091
O  7.3011  3.3904  18.533  -0.0112  -0.0056  -0.0059
O  2.797  7.834  12.6334  -0.01  -0.0076  -0.0113
O  4.2203  15.8043  12.0219  -0.0037  -0.0033  -0.0027
O  8.3843  -2.0036  15.0332  0.0021  0.0063  -0.0078
O  4.0641  3.8638  16.7007  0.0107  -0.0214  -0.0004
O  -1.2176  0.3275  21.1693  -0.0115  0.0034  0.0022
O  3.4001  16.494  14.4674  -0.0098  0.0008  0.0027
O  1.4074  10.6744  17.8436  -0.0261  0.001  -0.0266
O  9.9656  6.9459  18.7773  -0.0208  -0.0009  0.0101
O  1.3091  3.9133  14.9579  -0.0029  -0.0026  -0.0024
O  1.9511  -5.8974  21.3893  -0.0048  -0.0065  0.0117
O  4.9893  4.6463  19.0442  -0.012  -0.0058  0.0089
O  4.998  9.1636  11.9382  -0.0082  0.0037  -0.0288
O  -0.4359  -4.7229  21.006  -0.0024  0.0083  0.0106
O  5.6663  9.4914  19.6924  -0.0161  0.0048  0.006
O  -3.6661  -0.1281  20.0836  0.0125  0.0118  0.0216
O  7.6388  8.3423  21.0584  0.0022  -0.0091  -0.0011
O  7.8839  8.5875  18.5258  0.0027  -0.011  0.0105
O  -3.6453  4.6372  12.2637  -0.0043  0.0218  -0.0143
O  13.9424  -7.0773  18.6973  0.0081  -0.0035  0.0086
O  15.2072  0.1098  19.2229  0.0008  -0.0097  0.0116
O  -2.3539  2.2356  12.0341  0.014  -0.0222  -0.0015
O  8.3994  13.0837  21.3896  0.0032  -0.0156  -0.0112
O  1.5127  1.6671  19.7063  -0.0022  0.0039  0.0067
O  9.1179  13.5979  16.7325  -0.0091  -0.0038  -0.0035
O  2.9963  8.896  10.2302  0.0083  0.008  -0.0243
O  4.7501  1.3869  15.9642  -0.0069  0.0074  -0.0085
O  0.0616  3.7307  20.2714  0.0119  -0.0205  -0.0064
O  1.2108  -5.2439  12.9701  -0.0001  -0.0022  -0.0089
O  14.7485  6.1328  17.8947  0.0067  -0.0171  0.0059
O  12.9223  -0.7001  20.529  0.0128  0.0052  0.0033
O  3.3986  8.6171  18.4257  0.0031  0.0085  0.0036
O  -4.9091  10.854  14.9263  0  -0.0009  -0.0038
O  -0.1429  0.5052  12.2491  0.0017  -0.0003  -0.0166
O  1.2878  6.727  15.3978  -0.002  0.004  0.0105
O  7.4405  9.6825  12.6482  0.0169  0.013  0.0023
O  1.0576  18.2982  19.0913  0.0053  -0.0027  0.0114
O  8.4851  6.431  14.1011  0.0026  0.0112  -0.0039
O  -2.396  0.2712  13.8075  -0.0005  -0.0097  -0.0069
O  2.7273  3.6764  10.2222  0.0063  0.01  -0.0244
O  7.1084  8.7992  10.2035  -0.0064  0.0034  -0.0027
O  -4.3233  13.8698  10.3288  0.009  -0.0048  -0.0173
O  12.2196  9.4684  15.6607  -0.0004  -0.0011  -0.0052
O  14.1202  -0.5239  12.4189  -0.0122  0.0182  -0.0184
O  1.8361  12.9121  13.1565  0  0.0109  -0.0034
O  1.9665  12.0897  10.5982  -0.0024  -0.0069  -0.0045
O  -0.6525  2.3006  14.097  0.01  0.0032  -0.0055
O  6.0015  5.5009  13.9134  -0.0031  0.0066  -0.009
O  -0.7784  8.7457  20.5501  0.0039  0.0119  0.0216
O  6.8357  7.1202  12.1016  0.0025  -0.0071  -0.0226
O  6.6  -7.6335  15.973  -0.0047  -0.0175  0.002
O  7.0419  1.0557  17.2925  -0.0111  0.0032  0.0038
O  0.9657  7.2848  10.8147  -0.0058  -0.0066  0.0115
H  3.8457  -0.818  7.9506  -0.0045  -0.0033  0.0172
H  3.7106  4.5685  7.7655  0.003  -0.0042  0.0113
H  -0.016  -0.8276  7.9719  0.0046  -0.0056  0.03
H  9.8545  2.256  -9.7459  -0.0069  -0.2258  0.3124
H  1.9932  2.1894  -9.9535  0.0235  -0.2076  0.2981
H  3.9936  -0.8432  -9.9965  0.0044  0.2067  0.3227

Results
free energy: -143023.290 eV
free energy less fixed offsets of H -15.97, O -568.88, Si -635.61 eV per atom: -0.240 eV

The program warned: the cutoff lies below the one the program advises for these potential files; the exchange-correlation potential is rough where the density is thin.
